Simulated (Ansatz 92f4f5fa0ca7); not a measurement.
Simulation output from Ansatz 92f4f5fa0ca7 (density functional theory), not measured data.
Periodic cell of 357 atoms, Si241O116, from a study of silicon, its oxide and their interface. The atomic structure is a simulated model.
Doubt: the cutoff is far below the 930 eV that the study's wrapper takes by default for these files, so forces and energies are approximate.
This geometry differs little from another in the collection (a relaxation step or a small displacement).

Settings: functional PBE; potential files Ansatz PAW; basis plane waves; wave-function cutoff 580 eV; density cutoff ratio 5; exchange-correlation grid ratio 1; k mesh 1 x 1 x 1, Gamma-centred; self-consistency stop 5e-08 eV per atom in the density residual; occupations fixed; spin none; net charge 0.

Cell vectors (angstrom)
a  11.6015  0  0
b  0  13.3963  0
c  0  0  40.8077

Atoms: element, x, y, z (angstrom)
Si  0  2.2327  1.1851
Si  3.8672  2.2327  1.1851
Si  7.7343  2.2327  1.1851
Si  1.9336  5.5818  1.1851
Si  5.8008  5.5818  1.1851
Si  9.6679  5.5818  1.1851
Si  0  8.9308  1.1851
Si  3.8672  8.9308  1.1851
Si  7.7343  8.9308  1.1851
Si  1.9336  12.2799  1.1851
Si  5.8008  12.2799  1.1851
Si  9.6679  12.2799  1.1851
Si  1.9336  1.1164  1.9745
Si  5.8008  1.1164  1.9745
Si  9.6679  1.1164  1.9745
Si  0  4.4654  1.9745
Si  3.8672  4.4654  1.9745
Si  7.7343  4.4654  1.9745
Si  1.9336  7.8145  1.9745
Si  5.8008  7.8145  1.9745
Si  9.6679  7.8145  1.9745
Si  0  11.1635  1.9745
Si  3.8672  11.1635  1.9745
Si  7.7343  11.1635  1.9745
Si  1.9336  1.1164  4.3426
Si  5.8008  1.1164  4.3426
Si  9.6679  1.1164  4.3426
Si  0  4.4654  4.3426
Si  3.8672  4.4654  4.3426
Si  7.7343  4.4654  4.3426
Si  1.9336  7.8145  4.3426
Si  5.8008  7.8145  4.3426
Si  9.6679  7.8145  4.3426
Si  0  11.1635  4.3426
Si  3.8672  11.1635  4.3426
Si  7.7343  11.1635  4.3426
Si  0  0  36.4672
Si  3.8672  0  36.4672
Si  7.7343  0  36.4672
Si  1.9336  3.3491  36.4672
Si  5.8008  3.3491  36.4672
Si  9.6679  3.3491  36.4672
Si  0  6.6981  36.4672
Si  3.8672  6.6981  36.4672
Si  7.7343  6.6981  36.4672
Si  1.9336  10.0472  36.4672
Si  5.8008  10.0472  36.4672
Si  9.6679  10.0472  36.4672
Si  0  0  38.8353
Si  3.8672  0  38.8353
Si  7.7343  0  38.8353
Si  1.9336  3.3491  38.8353
Si  5.8008  3.3491  38.8353
Si  9.6679  3.3491  38.8353
Si  0  6.6981  38.8353
Si  3.8672  6.6981  38.8353
Si  7.7343  6.6981  38.8353
Si  1.9336  10.0472  38.8353
Si  5.8008  10.0472  38.8353
Si  9.6679  10.0472  38.8353
Si  0  2.2327  39.6247
Si  3.8672  2.2327  39.6247
Si  7.7343  2.2327  39.6247
Si  1.9336  5.5818  39.6247
Si  5.8008  5.5818  39.6247
Si  9.6679  5.5818  39.6247
Si  0  8.9308  39.6247
Si  3.8672  8.9308  39.6247
Si  7.7343  8.9308  39.6247
Si  1.9336  12.2799  39.6247
Si  5.8008  12.2799  39.6247
Si  9.6679  12.2799  39.6247
Si  5.7359  -4.1282  21.3892
Si  3.8756  2.2805  32.7485
Si  12.2959  -6.4116  24.4202
Si  1.7843  7.7573  29.3544
Si  7.6513  8.2605  19.1448
Si  6.1071  -1.4382  30.0403
Si  5.5095  7.5858  29.1484
Si  7.6213  3.0635  24.2384
Si  9.6253  7.6523  23.1466
Si  0.2878  5.0692  19.8888
Si  3.7264  9.0519  29.9964
Si  9.9269  13.5271  27.7399
Si  3.8697  -4.3764  32.4152
Si  -0.0584  3.67  30.3892
Si  7.6296  -3.6474  23.5585
Si  6.7057  2.1554  30.4576
Si  9.5988  5.5531  32.5339
Si  12.0841  1.8154  29.0812
Si  -1.7943  7.2107  29.3964
Si  -1.1172  15.1413  24.9966
Si  2.763  13.3261  30.3595
Si  -1.0003  5.8423  26.8416
Si  2.7766  11.5765  23.3921
Si  9.4993  18.3581  30.1844
Si  -0.0328  2.4781  32.5264
Si  3.6483  4.1522  27.1643
Si  7.6273  2.2266  32.6097
Si  1.9343  5.6222  32.659
Si  5.766  5.5918  32.5002
Si  5.3054  6.8857  26.8422
Si  -0.0019  8.9658  32.4501
Si  2.6992  8.2803  26.3913
Si  7.7368  8.8641  32.3051
Si  2.097  12.483  32.5181
Si  5.9254  12.2869  32.4358
Si  10.0856  11.1127  29.4573
Si  1.8624  1.265  33.3807
Si  5.7743  1.068  33.4396
Si  9.6771  1.1587  33.1726
Si  -0.0368  4.5937  33.4745
Si  3.8793  4.521  33.4107
Si  7.6811  4.4751  33.3529
Si  1.9545  7.8878  33.2761
Si  5.7915  7.8552  33.2269
Si  9.651  7.83  33.2394
Si  0.1582  11.212  33.2669
Si  3.9677  11.2347  33.2765
Si  7.8463  11.131  33.1752
Si  1.9161  1.137  35.7165
Si  5.8  1.0902  35.7571
Si  9.6703  1.115  35.6057
Si  -0.0104  4.4849  35.7785
Si  3.8707  4.4744  35.7347
Si  7.7251  4.4664  35.7008
Si  1.9352  7.8277  35.6593
Si  5.7997  7.8179  35.6333
Si  9.6613  7.8106  35.6407
Si  0.0261  11.1703  35.6542
Si  3.8815  11.1652  35.658
Si  7.7494  11.1486  35.6088
Si  0.0013  -0.012  5.0299
Si  3.885  0.0016  5.0431
Si  7.7507  0.0018  5.1336
Si  1.8056  3.2746  5.2403
Si  5.7909  3.3433  5.1631
Si  9.6636  3.3757  5.0409
Si  0.0208  6.6966  5.082
Si  3.8712  6.7015  5.3
Si  7.731  6.7033  5.1634
Si  1.9341  10.0517  5.0191
Si  5.7989  10.0347  5.1782
Si  9.6621  10.0631  5.1333
Si  0.1038  0.2133  7.3298
Si  3.9395  0.0084  7.3503
Si  7.8398  0.0423  7.5012
Si  0.5508  2.5878  7.3347
Si  5.8853  3.3401  7.5524
Si  9.9019  3.462  7.346
Si  0.1034  6.7205  7.4131
Si  3.8795  6.7488  7.8644
Si  7.756  6.7324  7.5556
Si  1.9103  10.1085  7.3136
Si  5.7987  10.0429  7.5839
Si  9.6756  10.1737  7.5008
Si  1.9781  3.2795  9.063
Si  4.0658  2.028  8.5533
Si  10.0221  -0.8454  10.7688
Si  1.8726  5.7551  8.7614
Si  5.9223  5.5114  8.5472
Si  10.2452  5.7573  10.4894
Si  0.0074  9.0036  8.1047
Si  0.4381  9.1165  10.4128
Si  7.7978  8.9811  8.4002
Si  1.9542  12.3677  8.003
Si  5.904  12.2863  8.2412
Si  9.8399  12.4605  8.3338
Si  0.1865  2.4073  15.2353
Si  8.0814  2.599  10.5245
Si  7.9667  2.2991  8.1857
Si  2.385  -0.9157  10.2885
Si  3.8532  9.3471  12.2739
Si  6.1223  -1.0379  10.6199
Si  1.4353  4.2571  13.5342
Si  3.7401  9.1344  8.4469
Si  7.2117  10.6753  14.8155
Si  1.4259  13.4522  13.6964
Si  10.2173  10.339  14.8385
Si  12.436  6.7739  10.6955
Si  -1.894  2.0928  17.1087
Si  6.0135  6.3453  15.4867
Si  6.1413  -3.3214  11.8317
Si  2.0497  6.9097  12.7073
Si  -1.8324  5.6748  8.1705
Si  7.9611  0.2676  11.4326
Si  -1.4901  10.2252  11.5541
Si  10.1739  3.4952  11.135
Si  7.4684  2.6982  15.3306
Si  -4.7833  4.8141  10.7868
Si  8.0334  8.9312  10.8213
Si  4.2376  5.0828  17.5751
O  4.966  -25.0735  18.5477
O  14.3687  -16.9154  26.6344
O  19.5083  14.7714  14.5216
O  5.1548  -0.7889  17.8013
O  0.5952  14.2652  14.8675
O  1.2078  2.2712  27.6769
O  2.0787  -19.2569  27.7146
O  2.5268  -3.4267  23.1011
O  -7.695  30.3733  17.0394
O  -8.6931  0.7512  13.6701
O  8.8517  0.8105  20.9102
O  1.6242  -7.3708  23.4773
O  -17.0014  -3.0675  16.045
O  9.5147  0.5424  16.6102
O  20.2571  -3.3829  15.186
O  -15.589  6.3251  15.0792
O  7.3734  12.278  14.6095
O  12.9909  27.3786  29.6859
O  10.6053  1.2174  28.7421
O  -0.4223  -17.6419  15.4105
O  -12.6717  12.0214  28.1085
O  16.1532  18.8423  26.7683
O  1.5988  3.1609  12.3352
O  7.3954  -1.2033  25.2065
Si  4.2223  1.9923  30.4667
Si  7.167  0.2048  13.6742
Si  12.3867  16.9169  26.7139
Si  4.8034  2.2513  17.0127
Si  -5.9632  -4.4069  16.7821
Si  1.6968  -8.0338  30.3388
Si  1.3297  -16.3973  19.3823
Si  -8.0399  -9.266  29.519
Si  1.446  -0.2031  18.6281
Si  2.6275  -3.2927  10.455
Si  -1.4547  4.1598  13.374
Si  -10.1257  6.5275  17.3259
Si  6.6803  17.1452  21.306
Si  2.6452  8.868  21.8527
Si  -2.7958  19.5192  13.9247
Si  6.0929  15.877  26.8423
Si  11.4988  7.6365  14.8672
Si  -0.2475  -4.4653  30.0637
Si  -1.9907  12.8969  21.4976
Si  -6.0526  4.2062  13.5397
Si  -15.0276  1.5493  19.643
Si  19.2693  -18.4886  29.8761
Si  4.3287  27.3199  10.4292
Si  4.2843  1.4804  13.2486
Si  8.9431  -7.474  20.5386
Si  -9.7533  2.3567  20.5225
Si  7.7887  -2.8862  29.1431
Si  -1.762  12.2648  32.4299
Si  -10.8233  -10.8654  11.0129
Si  15.5558  12.9468  16.73
Si  0.6256  13.8023  22.6331
Si  0.5716  0.1393  11.4534
Si  -6.1225  5.4277  30.1234
Si  18.5408  -12.9387  28.8826
Si  3.7815  -15.6893  26.2883
Si  -1.8493  10.7022  19.2395
Si  4.3059  4.3965  20.7171
Si  -6.2517  -1.1317  21.6426
Si  7.6214  -1.3456  23.5609
Si  3.8886  -1.8984  29.2665
Si  -16.2596  10.8155  26.027
Si  10.3286  12.5722  16.9723
Si  -4.33  -9.3067  29.308
Si  2.802  -2.4287  14.8511
Si  -3.5987  -7.4408  25.3688
Si  8.3021  6.6074  11.5886
Si  -9.3838  6.4569  21.9968
Si  2.5596  9.4589  17.5507
Si  -5.9294  0.2916  18.9228
O  14.9311  29.8495  20.6674
O  3.5722  -21.2456  21.6769
O  -5.9513  4.5191  11.9442
O  -7.4117  8.8199  21.3078
O  13.1202  1.5915  21.9379
O  -2.5294  18.8038  26.4822
O  1.0481  -5.6312  13.706
O  -1.4663  14.0547  26.1945
O  3.9181  -1.3145  22.354
O  -2.1423  6.88  21.7429
O  -3.8754  -8.384  21.1435
O  8.3643  0.099  28.1564
O  1.0347  -7.2982  20.9163
O  -9.3842  4.2084  26.3161
O  11.262  -10.8703  16.7858
O  5.3237  10.6622  26.0349
O  -5.3479  15.9202  16.3715
O  7.5453  -3.8618  25.1935
O  0.0076  -0.3294  17.8723
O  -18.0129  -0.0745  20.4266
O  -4.0812  -8.7355  24.5353
O  -42.0082  -21.7193  19.2038
O  -2.8186  6.95  24.3476
O  16.7669  5.5774  14.3192
O  2.204  -3.3828  16.037
O  10.2592  -21.7133  20.0509
O  6.697  10.0862  13.3954
O  11.4532  -20.668  25.4938
O  -1.251  -2.9808  13.1968
O  7.2924  -12.9608  18.8201
O  -13.7871  -1.7823  17.9281
O  -7.3805  -4.1202  17.5758
O  1.679  21.4257  25.1613
O  29.9531  -11.126  25.3642
O  -4.4661  -10.7  20.1338
O  20.9486  2.1857  18.6954
O  0.7672  3.5339  20.1746
O  9.396  11.5605  20.5903
O  25.72  12.8658  17.4577
O  -27.2694  -2.6448  27.5166
O  17.634  1.0472  27.629
O  -4.8554  20.1286  26.0646
O  14.8399  -14.9594  24.9417
O  -23.496  -3.1873  19.1594
O  27.4386  -5.5572  26.0241
O  14.5705  19.3364  17.027
O  -4.574  17.1498  14.1462
O  6.7835  8.4012  17.7822
O  -19.2361  11.9171  15.4912
O  -17.5498  19.0102  16.9222
O  -9.0917  -7.9248  13.4025
O  19.9838  -6.5932  19.2736
O  -33.368  -23.3499  14.9616
O  15.8529  -11.7334  11.6374
O  28.7572  0.5312  13.6333
O  11.356  0.9882  23.8662
O  -1.5669  7.1357  14.3512
O  -16.2485  2.9606  22.7401
O  20.6301  -4.2393  22.962
O  3.4574  -5.654  12.4686
O  8.7211  -10.2768  16.2827
O  -11.7724  4.6016  27.5346
O  -7.8645  11.9771  27.6644
O  12.0996  6.6497  16.0247
O  5.4467  21.2661  15.5962
O  -2.8121  22.8026  19.2249
O  6.3097  9.0154  22.9002
O  13.0918  -27.6559  23.1599
O  4.4754  16.4012  13.8433
O  24.8254  -1.5062  14.1869
O  -12.0094  13.2284  21.5148
O  6.4181  -0.5763  22.7441
O  1.6034  11.9886  19.7307
O  11.4606  2.9651  25.5012
O  -13.0884  -28.0619  30.7754
O  11.5884  18.418  13.4048
O  10.524  2.8061  14.2647
O  1.6925  -3.9307  20.6714
O  9.1419  -37.7567  24.3333
O  -0.9542  -15.0569  15.5964
O  -17.3181  -2.5426  21.0002
O  12.2992  5.5751  18.3903
O  -19.0988  -12.327  16.1455
O  10.447  -19.6544  27.8227
O  -28.2006  -5.0303  20.3799
O  -9.8216  -5.3546  17.8455
O  3.5248  23.4813  13.7054
O  1.7491  -12.1549  19.3159
O  -2.5571  -0.7289  23.0229
O  22.814  -18.9984  23.5036
O  18.5649  30.4141  27.694
O  16.1259  -10.5163  26.62

Results
free energy: -219167.630 eV
free energy less fixed offsets of O -568.88, Si -635.61 eV per atom: 4.460 eV

Forces (eV/angstrom), in the order of the atoms: element, x, y, z
Si  -0.0077  0.002  -0.0154
Si  -0.0184  -0.0777  0.0301
Si  -0.0054  -0.065  -0.0437
Si  -0.0438  0.0351  -0.0586
Si  0.0906  0.0461  0.0868
Si  0.0324  -0.0172  0.0219
Si  -0.0082  0.0791  0.0333
Si  -0.015  0.0415  -0.0334
Si  0.0239  0.032  0.0467
Si  -0.0201  0.008  0.0171
Si  -0.0058  -0.0167  -0.0174
Si  0.0302  -0.0205  -0.0203
Si  0.0542  0.0409  0.0013
Si  0.1207  0.0775  -0.0007
Si  -0.0606  0.0215  0.003
Si  0.0706  0.0246  0.007
Si  -0.2092  -0.0071  -0.0809
Si  -0.0765  0.0282  -0.028
Si  0.1745  -0.1205  -0.0156
Si  -0.1069  -0.0485  -0.0236
Si  -0.0222  0.0119  -0.0183
Si  -0.0701  -0.0206  0.0243
Si  0.1146  -0.0438  -0.0176
Si  -0.0614  0.0113  -0.0092
Si  -0.0779  -0.0265  -0.5107
Si  0.3208  0.1239  -0.1727
Si  -0.0195  0.078  -0.3996
Si  0.0014  0.0091  -0.685
Si  -0.4843  0.0397  1.2282
Si  -0.4261  0.1406  0.0117
Si  0.4353  -0.2085  -0.0335
Si  -0.1783  -0.1175  0.4196
Si  -0.062  0.033  0.2197
Si  -0.2478  -0.1426  -0.4531
Si  0.3109  -0.0874  -0.2954
Si  -0.1028  0.0043  0.0662
Si  -0.1575  0.015  -0.0584
Si  -0.2351  -0.1033  0.1595
Si  0.3396  -0.2275  -0.1592
Si  0.0099  0.1122  0.3778
Si  -0.0047  -0.0494  0.2435
Si  -0.1713  -0.199  0.0321
Si  -0.0242  0.3783  0.1413
Si  0.0403  0.2327  -0.0067
Si  -0.0964  0.1128  -0.1269
Si  0.1222  0.0428  -0.0247
Si  0.1697  -0.0175  -0.2452
Si  0.1071  -0.0191  -0.3597
Si  -0.0829  -0.0065  0.0174
Si  -0.0836  -0.0433  0.015
Si  0.1176  -0.0804  0.0003
Si  0.0075  0.0494  0.0008
Si  0.0134  -0.0445  -0.0101
Si  -0.0647  -0.1151  -0.0038
Si  0.0034  0.1641  0.006
Si  0.0017  0.1037  -0.009
Si  -0.0013  0.0534  0.024
Si  0.0359  0.0396  0.004
Si  0.0484  0.0063  0.0024
Si  0.0477  0.0372  0.0371
Si  0.0079  0.0043  0.0073
Si  0.0191  0.0547  0.0012
Si  0.0063  0.0652  0.0185
Si  0.0304  -0.0403  0.0045
Si  -0.0635  -0.0273  -0.0512
Si  -0.0111  0.0138  -0.0514
Si  0.0158  -0.0723  0.0124
Si  -0.0022  -0.0272  0.0111
Si  -0.0338  -0.0217  -0.0337
Si  0.0248  -0.0163  0.0141
Si  0.0053  0.011  -0.0403
Si  -0.0215  0.0217  0.0363
Si  -0.0312  -0.0136  0.0226
Si  -0.0013  -0.0199  -0.0169
Si  0.022  0.0133  -0.0147
Si  0.0115  0.0073  0.0397
Si  0.001  -0.0038  0.0228
Si  -0.0023  0.0125  -0.0013
Si  -0.0029  -0.013  0.0156
Si  -0.0006  -0.007  0.0088
Si  0.0136  0.0078  -0.0122
Si  0.0037  0.0029  0.012
Si  -0.0064  0.0122  -0.0023
Si  0.0192  0.0227  0.0021
Si  -0.0053  -0.0007  0.0001
Si  0.0148  -0.0545  0.0486
Si  -0.0201  -0.0035  -0.0021
Si  0.0103  -0.017  -0.0213
Si  0.0091  -0.008  -0.0049
Si  0.0089  0.0044  -0.0346
Si  -0.011  -0.018  0.0249
Si  -0.0001  -0.0032  0.0063
Si  0.0344  -0.0152  0.0069
Si  -0.0093  -0.0131  0.0023
Si  0.0164  -0.0148  0.0081
Si  -0.0047  0.0425  -0.0049
Si  -0.0029  0.0363  -0.018
Si  0.0019  -0.0005  -0.0356
Si  -0.0075  -0.0079  0.0022
Si  -0.0111  0.0016  -0.0019
Si  0.007  -0.0042  -0.0004
Si  -0.0038  -0.0076  -0.0328
Si  0.0032  0.0026  0.0087
Si  -0.0101  -0.0033  -0.0231
Si  -0.0071  -0.008  -0.0007
Si  0.0009  -0.0049  0.0205
Si  0.0185  0.0093  -0.0085
Si  0.0098  0.0282  -0.0122
Si  -0.0022  -0.0054  0.0077
Si  0.0059  0.0025  0.0223
Si  0.0065  -0.0439  -0.0093
Si  0.0208  -0.0134  0.0375
Si  0.0196  0.0159  0.0018
Si  0.0028  0.0099  0.0045
Si  0.0046  -0.0043  0.0002
Si  0.0092  -0.0073  0.0226
Si  -0.0003  0.0028  0.0185
Si  -0.0134  -0.0021  -0.0093
Si  -0.0132  -0.0087  0.0015
Si  -0.0003  -0.0109  0.0163
Si  -0.0028  -0.0119  0.0027
Si  0.003  0.0047  -0.0054
Si  -0.008  0.0055  -0.002
Si  0.0011  0.0083  -0.0056
Si  -0.0061  -0.0045  0.0133
Si  0.0035  0.0025  0.0047
Si  -0.0074  0.004  0.0023
Si  -0.0043  0.004  0.0014
Si  0.0095  0.0081  0.0044
Si  -0.0016  0.0002  0.0107
Si  -0.0047  0.0078  0.0134
Si  -0.0034  0.0089  0.0064
Si  -0.0041  0.0047  -0.0048
Si  -0.0029  0.0011  0.0095
Si  -0.001  0.0015  -0.0026
Si  -0.0009  -0.0013  0.0029
Si  -0.0028  -0.0034  -0.0028
Si  0  -0.0126  0.0006
Si  -0.0008  -0.0016  -0.0018
Si  -0.0059  -0.0038  -0.0004
Si  -0.0046  0.0041  0.0011
Si  0.0038  -0.0034  -0.0155
Si  -0.0043  0.0005  0.0039
Si  -0.0033  0.0018  0.0025
Si  0.0204  -0.0227  0.0155
Si  -0.0095  0.0005  -0.0164
Si  0  -0.0048  -0.0033
Si  0.0088  0.0157  0.0101
Si  0.0028  0.001  0.0121
Si  0.0011  0.0068  -0.0022
Si  0.0022  -0.0031  -0.003
Si  0.0084  -0.0042  0.0032
Si  0.0006  -0.0101  -0.0086
Si  0.0065  -0.0086  0.0057
Si  0.0085  -0.0036  -0.0138
Si  0.0051  0.0014  0.0005
Si  -0.01  0.0016  -0.0199
Si  0.0066  0.0134  -0.0008
Si  0.0066  -0.052  0.016
Si  0.0165  0.0035  -0.0028
Si  -0.0124  0.0022  0.0044
Si  0.0137  0.019  -0.0506
Si  0.008  0.0044  0.0241
Si  -0.0198  0.004  -0.0122
Si  -0.0039  -0.0003  0.0216
Si  -0.0296  0.0211  0.0019
Si  0.0108  -0.0008  0.0141
Si  -0.0104  -0.002  0.0078
Si  0.0238  0.0042  -0.0097
Si  0.0011  0.0127  -0.0064
Si  -0.008  0.0022  0.0081
Si  -0.0026  0.0019  -0.003
Si  -0.0144  0.0738  -0.1105
Si  -0.0053  0.0122  -0.0063
Si  -0.0019  0.0038  -0.0059
Si  0.0047  -0.0126  -0.0172
Si  0.0062  -0.0174  -0.0073
Si  0.011  0.0088  0.0147
Si  0.0239  -0.0117  -0.0042
Si  -0.0057  -0.0085  -0.0097
Si  -0.0053  0.0017  0.003
Si  0.0119  -0.0059  -0.0144
Si  -0.0088  -0.0253  -0.0105
Si  0.0105  -0.0115  0.048
Si  0.0043  -0.0042  0.041
Si  0.0108  -0.0041  -0.0109
Si  -0.011  0.026  -0.0671
Si  -0.0089  -0.0324  -0.0282
Si  0.0192  0.0151  -0.0167
Si  0.0271  0.0128  -0.0135
Si  0.0094  0.0003  0.011
Si  -0.0052  0.007  0.0024
O  0.0044  -0.0102  -0.0001
O  -0.0002  0.0032  0.0122
O  -0.0018  -0.0098  0.0003
O  -0.008  0.01  0.001
O  -0.0089  0  0.0093
O  0.0081  -0.0079  0.0018
O  0.0024  -0.0061  -0.0083
O  0.0046  0.0207  0.008
O  0.0076  -0.003  -0.0013
O  0.0063  -0.0096  -0.0024
O  -0.0005  0.0001  -0.0073
O  0.0021  -0.0109  -0.0031
O  0.0045  0.0021  0.0029
O  0.0052  -0.0021  0.0041
O  -0.0061  0.0129  0.005
O  -0.0378  -0.0085  0.0366
O  0.0042  -0.0095  -0.0005
O  -0.0193  0.0145  -0.0095
O  -0.0103  -0.0275  -0.0044
O  -0.0027  0.0001  -0.0009
O  -0.01  -0.0178  0.0065
O  0.0032  -0.0117  0.02
O  0.0174  0.0032  0.0113
O  0.0093  0.0046  0.0026
Si  -0.0107  0.0218  0.0082
Si  -0.0028  0.0124  0.0213
Si  -0.0107  0.0012  0.0199
Si  -0.0006  -0.0054  0.0044
Si  -0.0022  -0.0038  -0.0004
Si  -0.0127  0.0316  0.0035
Si  0.0064  -0.0255  0.0161
Si  0.0323  -0.0247  0.0196
Si  0.0086  -0.0112  0.0046
Si  0.0352  -0.0178  0.0673
Si  0.0445  0.0244  0.0581
Si  -0.005  0.0064  0.0024
Si  -0.017  0.0034  0.0127
Si  0.0097  -0.0183  -0.0048
Si  0.0154  0.0178  -0.0454
Si  -0.0053  0.0051  -0.0289
Si  -0.0167  -0.0013  0.0067
Si  -0.0076  -0.0208  -0.0117
Si  0.0111  -0.0141  0.0028
Si  0.0101  -0.0048  -0.0183
Si  0.0042  0.0111  0.0066
Si  0.0244  0.0224  -0.0044
Si  0.0237  -0.0098  -0.0014
Si  -0.0099  0.0048  -0.0004
Si  0.0202  0.0077  0.0326
Si  0.0042  0.0082  0.0046
Si  -0.0016  -0.0451  0.0229
Si  0.0124  0.0527  0.0375
Si  -0.001  -0.0259  0.0014
Si  -0.0075  0.0108  0.0061
Si  0.0021  -0.0023  0.008
Si  0.0066  0.0176  -0.0162
Si  -0.0026  -0.0038  -0.0007
Si  -0.0173  0.0282  0.0228
Si  -0.0025  -0.0035  -0.0031
Si  0.0097  0.0012  0.0182
Si  0.0182  0.0097  0.0288
Si  -0.0031  -0.0246  0.005
Si  -0.018  -0.018  0.0018
Si  -0.0094  0.0097  0.0201
Si  -0.0154  -0.0103  -0.0152
Si  0.0044  -0.0091  -0.0055
Si  -0.0007  -0.0081  0.0288
Si  -0.009  -0.0197  0.0052
Si  0.001  -0.0064  0.0032
Si  -0.0232  0.0177  0.0254
Si  0.0206  0.0283  0.0018
Si  -0.0298  -0.0093  0.0215
Si  -0.0043  -0.0004  0.0255
O  -0.0174  -0.0065  -0.0051
O  0.0022  -0.0099  -0.005
O  -0.0266  -0.0095  0.0322
O  0.0119  0.0142  0.0051
O  -0.0002  -0.0039  0.0007
O  0.0085  0.0066  0.0008
O  0.0041  0.0005  -0.0135
O  -0.0003  -0.0018  0.0179
O  -0.0068  -0.006  0.0113
O  -0.0048  -0.0054  0.0118
O  0.0122  0  -0.0051
O  0.0145  -0.0086  0.0068
O  -0.0147  -0.0122  -0.0122
O  0.0156  -0.0022  0.0176
O  0.0015  -0.0035  0.0063
O  0.0338  0.0024  0.0079
O  -0.0032  -0.0011  0.0092
O  -0.0074  -0.0005  0.0212
O  -0.0023  0.0014  0.0029
O  0.0107  0.0095  -0.0298
O  0.0046  -0.0017  0.0059
O  -0.0053  -0.0029  -0.0034
O  0.0021  0.0034  0.0023
O  0.0001  0.0057  0.0117
O  0.0115  0.0106  0.0065
O  -0.007  0.0066  -0.0011
O  0.0113  0.0083  0.0235
O  -0.0039  -0.0017  0.0126
O  0.009  0.0038  0.0444
O  -0.0074  -0.0011  0.004
O  0.0045  -0.0095  0.0135
O  0.0265  -0.0004  -0.0039
O  -0.0022  -0.0012  0.014
O  -0.0001  0.0005  0.0045
O  0.0224  -0.0141  -0.0026
O  -0.0029  -0.0076  0.0082
O  0.0042  -0.0028  0.0014
O  0.0089  -0.0022  -0.0143
O  0.0244  0.0049  -0.0091
O  0.0003  0.0029  -0.0258
O  -0.0005  0.0133  0.0189
O  0.003  0.0028  0.0125
O  -0.0071  -0.0008  -0.0141
O  -0.0063  0.0091  -0.0024
O  0.0211  -0.0084  0.0227
O  0.0127  -0.0069  0.0045
O  -0.0055  0.0015  0.005
O  0.0012  -0.0012  0.0004
O  0.0013  0.0038  0.0098
O  0.003  -0.0006  0.002
O  -0.0005  0.0089  -0.0185
O  0.0005  0.0029  0.0049
O  -0.0045  -0.0066  0.0126
O  -0.0049  0.0003  0.0039
O  0.0084  -0.007  -0.0043
O  0.0019  -0.003  0.0028
O  0.0052  -0.019  0.0062
O  0.0095  -0.0048  -0.0059
O  0.0124  -0.0321  -0.0001
O  0.005  -0.0556  0.0193
O  0.0057  -0.0106  0.0087
O  0.0009  -0.0036  0.0078
O  0.0019  0.0096  -0.0066
O  0.0024  0.0011  -0.0026
O  0.0108  -0.0042  0.0067
O  -0.0034  -0.0084  -0.0054
O  0.0157  0.0149  -0.0109
O  -0.001  0.0041  0.0001
O  0.004  -0.0082  -0.0011
O  0.0096  -0.0084  0.0071
O  -0.0018  -0.0031  0.0009
O  0.0153  -0.005  0.0053
O  0.0046  0.0128  -0.0014
O  -0.0079  -0.0118  -0.0067
O  -0.005  -0.0153  -0.0152
O  -0.0191  0.0093  -0.0109
O  -0.0135  -0.0113  -0.0005
O  0.0023  0.0141  -0.0197
O  0.0072  -0.0014  0.0053
O  -0.0033  0.0079  0.0084
O  -0.001  0.0125  0.0081
O  0.0004  -0.0048  0.0093
O  0.0017  -0.0151  0.0147
O  0.0067  0.0119  0.0021
O  0.0116  0.0092  -0.0011
O  0.0106  0.0087  -0.0014
O  -0.0013  0.009  0.0248
O  0.0045  -0.0056  -0.0009
O  0.0063  -0.0051  0.0017
O  -0.0369  -0.0031  -0.0057
O  -0.0086  -0.0361  -0.004
O  -0.0049  0.0016  0.0255

The program warned: the cutoff lies below the one the program advises for these potential files; the forces do not sum to zero within the program's tolerance; the exchange-correlation potential is rough where the density is thin.
